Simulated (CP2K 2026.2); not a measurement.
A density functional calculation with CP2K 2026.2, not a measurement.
Periodic cell of 534 atoms, Si358O176, from a study of silicon, its oxide and their interface. The atomic structure is a simulated model.
Doubt: the forces sum to 2.36 eV/angstrom along one axis rather than to zero, so they err by at least 0.0044 eV/angstrom per atom on average; the grid cutoff is modest.

Settings
functional: PBE
method: Gaussian and plane waves
basis set: DZVP-MOLOPT-SR-GTH
pseudopotentials: GTH-PBE
grid cutoff: 350 Ry, relative cutoff 50 Ry
k points: Gamma only
occupations: fixed
spin: none
net charge: 0

Cell vectors (angstrom)
a 16.32 0 0
b 0 16.32 0
c 0.2131 0.3184 34.8813

Atoms and the computed forces on them: element, x, y, z (angstrom), force x, y, z (eV/angstrom)
Si 16.196 0.805 34.584 0.29 -0.238 0.783
Si 3.238 3.16 34.691 -0.255 0.034 0.766
Si 1.687 7.137 33.806 0.533 0.079 0.764
Si 3.551 8.624 34.134 -0.47 -0.018 0.418
Si 16.047 11.014 0.284 0.152 -0.16 0.674
Si 3.128 13.364 34.564 -0.026 0.4 0.649
Si 6.14 16.367 34.589 -0.462 0.221 0.77
Si 8.315 2.59 0.571 0.028 0.111 0.673
Si 5.537 6.162 34.859 0.112 -0.178 0.823
Si 8.634 8.074 34.833 -0.152 0.425 0.688
Si 5.606 11.421 34.855 0.037 -0.098 0.619
Si 8.439 14.228 34.797 0.063 -0.222 0.678
Si 10.766 0.871 34.717 0.394 -0.222 0.649
Si 14.137 3.288 34.562 -0.105 0.269 0.688
Si 10.904 5.808 0.068 -0.004 -0.318 0.711
Si 13.288 8.702 0.079 0.132 -0.286 0.856
Si 11.103 11.015 34.869 -0.056 0.288 0.744
Si 14.152 13.68 34.725 -0.349 0.27 0.686
Si 1.41 1.503 0.975 -0.025 0.007 -0.089
Si 4.145 4.229 1.274 -0.002 0.054 -0.03
Si 0.844 6.16 1.155 -0.041 -0.045 0.061
Si 4.093 9.54 1.187 0.011 -0.005 -0.111
Si 1.438 12.195 1.296 0.041 0.041 -0.032
Si 4.081 14.935 0.821 0.027 -0.023 -0.048
Si 6.762 1.177 1.468 -0.069 -0.008 -0.006
Si 9.699 4.225 1.407 0.044 0.055 -0.016
Si 6.877 6.805 1.397 -0.031 0.024 -0.07
Si 9.415 9.491 1.274 0.012 -0.078 -0.034
Si 6.936 12.348 1.198 0.028 0.066 0.007
Si 9.64 15.16 1.254 0.036 0.007 -0.006
Si 12.335 1.639 1.024 0.058 0.016 0.051
Si 15.256 4.451 1.192 0.042 0.013 -0.01
Si 12.355 6.976 1.395 -0.008 0.056 -0.06
Si 14.811 9.606 1.592 -0.022 -0.024 -0.008
Si 12.205 12.325 1.133 -0.011 -0.003 -0.055
Si 14.977 15.108 1.06 0.006 0.013 -0.04
Si 0.057 2.793 2.479 0.021 0.072 0.009
Si 2.759 0.032 2.3 0.033 -0.025 -0.008
Si 16.298 8.036 2.523 0.082 -0.04 -0.087
Si 2.624 5.433 2.589 -0.02 0.016 -0.059
Si 0.05 13.734 2.476 -0.029 -0.017 -0.002
Si 2.753 10.827 2.629 0.012 0.028 0.02
Si 5.442 2.753 2.61 0.008 0.023 -0.007
Si 8.219 16.273 2.763 0.022 0.021 0.045
Si 5.447 8.223 2.6 0.024 0.026 0.028
Si 8.227 5.468 2.74 0.017 -0.009 0.023
Si 5.434 13.685 2.439 -0.022 0.015 0.02
Si 8.138 10.921 2.607 0.028 -0.008 0
Si 11.022 2.783 2.641 0.006 0.01 0.014
Si 13.571 0.113 2.423 0.027 0.021 0.026
Si 10.856 8.245 2.69 -0.029 0.029 0.049
Si 13.709 5.518 2.631 -0.036 -0.038 -0.016
Si 10.934 13.703 2.545 -0.013 -0.059 0.028
Si 13.46 11.06 2.745 -0.056 0.057 0.043
Si 1.368 4.048 3.986 -0.014 0.034 -0.006
Si 4.034 1.368 3.854 -0.005 -0.018 0.003
Si 1.345 9.453 3.895 -0.004 -0.04 -0.003
Si 4.028 6.849 3.899 0 -0.038 0.003
Si 1.426 15.064 3.817 0.023 0.024 0.012
Si 4.12 12.293 3.876 0.055 -0.01 0.002
Si 6.822 4.078 3.992 0.012 -0.025 0.015
Si 9.592 1.425 3.978 -0.036 -0.001 0.012
Si 6.778 9.592 3.983 -0.009 -0.035 -0.001
Si 9.543 6.872 4.059 0.021 0.002 0.005
Si 6.772 14.923 3.979 -0.02 -0.026 -0.01
Si 9.546 12.305 3.909 -0.002 0.02 -0.024
Si 12.343 4.147 3.983 -0.008 0.021 0.044
Si 14.984 1.421 3.818 -0.021 0 0.004
Si 12.173 9.625 4.064 0.002 -0.004 0
Si 14.988 6.845 4.044 0.01 -0.03 0.036
Si 12.288 15.065 3.891 -0.025 0.028 0.005
Si 14.988 12.397 3.915 -0.014 -0.019 -0.021
Si 16.368 16.372 10.759 -0.019 -0.007 0.001
Si 2.757 2.773 10.759 0.006 0.007 -0.001
Si 16.356 5.505 10.752 0.005 0.015 -0.005
Si 2.743 8.217 10.752 -0.001 -0.005 -0.002
Si 16.35 10.928 10.73 0.007 0.001 0.001
Si 2.736 13.647 10.744 -0.012 0.011 -0.005
Si 5.457 16.383 10.734 0.002 -0.012 -0.004
Si 8.167 2.777 10.74 0.014 0.005 0.004
Si 5.452 5.49 10.76 0.011 0.006 -0.002
Si 8.156 8.195 10.769 -0.002 -0.01 0.01
Si 5.422 10.922 10.752 -0.001 -0.013 0.005
Si 8.154 13.652 10.748 0.006 0.01 0.005
Si 10.895 16.385 10.727 -0.007 0.001 -0.009
Si 13.637 2.789 10.768 0.005 -0.013 0.008
Si 10.886 5.496 10.74 0.001 -0.008 -0.011
Si 13.625 8.217 10.734 -0.013 0.005 -0.007
Si 10.895 10.926 10.747 0.005 0.005 0.001
Si 13.635 13.657 10.733 -0.006 -0.003 -0.001
Si 1.407 1.423 12.129 0.014 0.003 0.006
Si 4.095 4.143 12.138 -0.008 -0.017 -0.004
Si 1.4 6.855 12.121 -0.005 0.008 -0.004
Si 4.09 9.562 12.146 0.001 0.017 0.005
Si 1.401 12.263 12.103 0 0.001 0.006
Si 4.098 15.022 12.089 -0.003 -0.005 0.003
Si 6.794 1.435 12.111 0.001 -0.001 0.007
Si 9.506 4.16 12.1 0.012 -0.002 0.004
Si 6.79 6.846 12.144 0.006 -0.013 0.007
Si 9.536 9.553 12.107 -0.001 0.004 0.009
Si 6.778 12.288 12.101 -0.001 -0.008 0.002
Si 9.521 15.029 12.078 0.019 0.003 -0.007
Si 12.249 1.426 12.091 -0.016 -0.005 0.006
Si 15.006 4.155 12.126 -0.002 0.007 0.011
Si 12.259 6.854 12.087 -0.014 0.004 -0.002
Si 15.006 9.554 12.094 -0.012 -0.006 0.005
Si 12.265 12.29 12.083 0.009 0.001 0
Si 15.008 15.001 12.099 -0.01 0.004 0.005
Si 16.396 2.82 13.492 0.004 -0.011 0.01
Si 2.792 16.396 13.48 0.009 -0.012 0
Si 16.383 8.22 13.486 0.003 -0.002 0.002
Si 2.743 5.507 13.514 0.008 0.013 -0.003
Si 16.371 13.623 13.45 0.008 0.001 -0.002
Si 2.744 10.924 13.518 -0.017 -0.014 0.002
Si 5.452 2.799 13.511 -0.012 0.028 0.011
Si 8.149 16.374 13.443 0.015 -0.017 0.009
Si 5.428 8.19 13.529 0.005 -0.016 0.002
Si 8.142 5.491 13.51 0.001 0.007 -0.002
Si 5.404 13.641 13.469 0.017 0.012 0.004
Si 8.138 10.904 13.43 0.005 0.004 0.004
Si 10.878 2.804 13.428 -0.003 -0.001 -0.002
Si 13.638 16.385 13.418 -0.005 -0.005 -0.003
Si 10.886 8.17 13.472 0.018 -0.01 0.009
Si 13.643 5.538 13.463 -0.01 0.009 0.001
Si 10.887 13.662 13.413 -0.01 0.004 -0.005
Si 13.624 10.905 13.423 -0.004 0.011 0.003
Si 1.423 4.171 14.93 0.001 0.018 -0.004
Si 4.115 1.447 14.9 -0.019 -0.02 -0.001
Si 1.411 9.555 14.9 0.023 0.001 0.002
Si 4.062 6.847 14.936 -0.015 0.01 0.007
Si 1.454 14.977 14.779 -0.006 -0.026 -0.017
Si 4.085 12.287 14.901 0.004 0.01 0
Si 6.766 4.174 14.911 0.019 0.002 0.005
Si 9.484 1.464 14.767 0.005 0.029 -0.005
Si 6.811 9.557 14.852 0.014 0.009 0.005
Si 9.497 6.847 14.874 0.002 -0.01 -0.007
Si 6.767 15.01 14.793 -0.026 -0.008 -0.015
Si 9.493 12.296 14.731 0.003 0.025 -0.018
Si 12.245 4.177 14.767 -0.018 0.009 -0.002
Si 15.003 1.436 14.764 -0.009 -0.002 -0.009
Si 12.29 9.521 14.784 0 -0.021 -0.001
Si 15.043 6.859 14.848 -0.001 -0.016 0.002
Si 12.271 15.017 14.75 -0.016 -0.009 -0.029
Si 15.007 12.231 14.777 0.008 -0.008 0.004
Si 16.403 16.363 16.035 0.008 0.008 -0.029
Si 2.801 2.827 16.319 0.02 -0.011 0.029
Si 16.378 5.543 16.305 -0.006 0.02 0.003
Si 2.728 8.206 16.346 -0.009 0.012 -0.009
Si 16.35 10.916 16.22 -0.037 -0.011 -0.022
Si 2.729 13.662 16.278 -0.012 -0.006 0.049
Si 5.485 16.377 16.225 0.046 -0.014 -0.025
Si 8.118 2.764 16.209 -0.011 -0.032 0.005
Si 5.411 5.52 16.347 -0.036 0.005 0.006
Si 8.137 8.213 16.267 -0.003 -0.01 -0.009
Si 5.465 10.899 16.233 0.012 -0.002 -0.006
Si 8.096 13.604 16.104 0.011 -0.025 0.02
Si 10.903 16.438 16.029 0.003 0.01 0.011
Si 13.653 2.851 16.074 0.006 -0.01 -0.009
Si 10.872 5.463 16.188 0.001 -0.001 0.047
Si 13.715 8.237 16.19 0 0.043 0.007
Si 10.838 10.883 16.01 -0.01 -0.009 -0.03
Si 13.626 13.598 16.061 0.003 0.005 0.026
Si 1.351 1.379 17.479 -0.016 -0.02 0.002
Si 4.175 4.13 17.832 0.025 -0.009 0.022
Si 1.355 6.904 17.792 -0.042 -0.021 0.005
Si 4.137 9.575 17.67 0.009 0.003 -0.007
Si 1.3 12.3 17.623 -0.011 0.011 -0.014
Si 4.143 15.045 17.603 0.008 -0.009 -0.027
Si 6.83 1.385 17.649 0.009 -0.024 0.002
Si 9.477 4.089 17.563 0.008 0.036 -0.038
Si 6.713 6.96 17.712 0.025 0.037 0.009
Si 9.548 9.629 17.51 0 -0.005 -0.016
Si 6.831 12.228 17.6 0.021 -0.002 -0.018
Si 9.486 15.057 17.261 -0.013 0.025 -0.055
Si 12.272 1.508 17.354 -0.036 -0.013 -0.066
Si 14.97 4.124 17.557 0 0.018 0.001
Si 12.315 6.853 17.43 0.012 -0.034 -0.021
Si 15.061 9.572 17.665 0.012 -0.037 -0.006
Si 12.221 12.175 17.312 -0.003 0.012 -0.032
Si 15.067 14.964 17.312 0.016 -0.006 -0.06
Si 16.248 2.63 18.858 0.006 -0.016 0.05
Si 2.737 16.454 18.894 0.015 0.016 0.012
Si 16.339 8.282 19.288 0.017 0.03 0.04
Si 2.699 5.5 19.166 0.009 0.004 -0.012
Si 16.211 13.72 18.929 0.02 -0.007 0.07
Si 2.738 10.96 18.939 -0.01 0.002 0.034
Si 5.618 2.682 19.228 -0.059 -0.032 0.035
Si 8.317 16.311 18.852 -0.011 0.025 0.087
Si 5.433 8.337 19.259 0.026 0.01 0.066
Si 8.145 5.558 18.906 0.043 0.021 0.038
Si 5.493 13.629 18.948 -0.001 -0.014 0.045
Si 8.255 10.904 19.014 -0.051 0.024 0.061
Si 10.912 2.698 18.855 0.022 -0.006 0.053
Si 13.672 16.351 18.477 0.004 0.055 0.026
Si 11.044 8.328 18.717 0.05 0.008 0.047
Si 13.584 5.494 18.875 0.018 0.046 0.043
Si 10.816 13.615 18.436 -0.026 -0.043 0.002
Si 13.55 10.961 18.809 0.039 -0.05 0.049
Si 1.386 3.817 20.227 -0.033 0.223 -0.719
Si 3.71 1.663 20.425 0.358 -0.13 -0.707
Si 1.762 9.536 20.526 -0.496 0.12 -0.73
Si 3.821 7.1 20.555 0.21 -0.202 -0.8
Si 1.556 14.885 20.143 -0.359 0.256 -0.766
Si 3.788 12.605 20.232 0.427 -0.279 -0.788
Si 7.248 4.061 20.476 0.015 -0.052 -0.709
Si 10.143 0.831 20.11 -0.191 0.165 -0.767
Si 6.824 9.846 20.623 -0.046 -0.175 -0.81
Si 9.817 6.823 19.91 -0.289 0.126 -0.83
Si 7.175 14.744 20.137 -0.081 0.117 -0.702
Si 9.459 12.648 20.029 -0.056 -0.254 -0.688
Si 11.866 4.441 20.096 0.404 -0.373 -0.791
Si 14.735 1.264 20.111 0.219 0.034 -0.748
Si 12.548 9.376 20.227 -0.145 0.094 -0.805
Si 14.614 6.985 20.377 0.304 -0.092 -0.745
Si 12.254 14.951 19.574 -0.035 0.019 -0.588
Si 14.348 12.756 20.057 0.251 -0.095 -0.722
Si 15.289 12.877 22.785 0.008 0.065 -0.075
Si 4.663 1.113 23.289 -0.092 0.02 -0.095
Si 15.464 4.678 22.387 -0.227 -0.017 -0.416
Si 3.885 5.834 23.405 0.07 0.053 -0.243
Si 16.082 9.594 25.334 -0.031 -0.021 0.108
Si 2.426 9.497 26.669 0.043 0.048 -0.032
Si 5.975 3.769 23.014 -0.026 0.066 -0.092
Si 10.486 1.367 23.097 0.146 0.062 -0.284
Si 8.808 3.822 23.134 -0.098 -0.068 -0.407
Si 8.91 8.68 22.3 -0.065 0.036 -0.145
Si 5.473 11.956 22.57 0.055 0.104 -0.148
Si 6.388 14.986 23.037 -0.102 -0.107 -0.187
Si 13.388 14.526 25.706 0.129 -0.072 -0.019
Si 13.006 2.807 22.122 0.011 -0.075 0.105
Si 12.061 8.123 28.017 0.013 0.001 0.118
Si 10.495 8.171 24.789 0.051 -0.019 -0.227
Si 1.252 11.153 23.255 0.178 -0.053 -0.11
Si 15.957 4.813 28.607 -0.068 0.085 -0.103
Si 7.124 4.322 33.134 -0.029 -0.026 -0.05
Si 1.279 4.742 24.357 0.081 -0.113 -0.09
Si 10.62 2.81 26.905 0.079 0.082 0.083
Si 16.114 15.795 22.382 -0.026 -0.013 -0.236
Si 1.232 14.655 27.399 -0.016 -0.113 0.071
Si 2.802 2.498 25.554 0.093 0.136 -0.078
Si 7.837 2.373 27.905 -0.042 -0.063 0.165
Si 7.35 5.188 27.156 0.005 0.095 0.017
Si 9.954 5.261 25.315 0.001 -0.029 -0.134
Si 4.816 6.51 26.222 -0.029 -0.12 -0.113
Si 8.489 14.822 27.46 -0.075 -0.011 -0.026
Si 13.144 9.051 25.345 0.059 0.083 -0.134
Si 12.064 2.087 29.456 -0.041 0.065 0.008
Si 15.127 2.255 27.15 0.085 0.136 0.089
Si 10.869 11.074 22.212 0.088 0.002 -0.204
Si 12.494 0.723 27.059 0.149 -0.042 -0.104
Si 11.087 12.923 24.656 -0.091 -0.05 -0.098
Si 15.897 16.35 25.298 -0.136 0.038 -0.059
Si 0.327 0.825 31.631 0.028 -0.137 0.191
Si 4.123 8.714 29.1 0.067 0.013 0.11
Si 2.299 5.134 27.014 -0.037 -0.191 0.072
Si 15.848 9.1 33.179 -0.078 0.112 0.341
Si 3.063 0.672 28.019 0.092 0.244 0.036
Si 9.581 4.141 31.544 -0.004 0.07 0.142
Si 2.601 12.176 25.988 -0.137 0.034 -0.162
Si 9.217 15.213 24.473 -0.073 0.084 -0.15
Si 4.824 10.733 25.339 -0.094 -0.028 -0.053
Si 5.258 6.547 30.849 0.046 0.075 0.028
Si 13.469 9.792 29.907 0.099 -0.011 0.226
Si 8.307 0.323 29.797 -0.057 -0.002 0.137
Si 9.455 9.317 27.368 0.003 -0.055 -0.064
Si 12.54 4.967 32.377 0.093 -0.011 0.166
Si 10.235 12.285 27.653 0.059 0.083 -0.018
Si 15.686 10.972 31.138 0.074 0.119 0.003
Si 2.854 2.335 30.715 0.087 0.069 0.048
Si 5.243 2.022 32.666 0.062 0.087 0.162
Si 4.091 10.511 31.529 0.079 -0.142 0.216
Si 7.948 5.916 29.9 0.009 0.038 0.135
Si 14.327 11.79 25.613 0.062 -0.002 0.046
Si 1.973 12.738 31.718 -0.14 -0.092 0.259
Si 10.164 1.195 31.796 0.029 -0.09 0.296
Si 6.161 16.279 28.143 -0.014 0.009 0.1
Si 6.337 9.13 27.243 0.054 0.083 0.057
Si 7.559 8.144 31.812 0.012 -0.183 0.11
Si 6.978 10.905 32.146 -0.063 -0.036 0.189
Si 11.735 12.236 30.37 0.015 -0.192 0.171
Si 13.738 6.717 29.94 0.117 0.02 0.178
Si 0.351 14.532 30.148 -0.114 -0.132 0.092
Si 9.514 12.475 32.579 0.1 -0.049 0.216
Si 2.857 4.951 32.069 -0.134 0.003 0.043
Si 14.993 2.505 29.972 -0.036 -0.09 0.052
Si 14.163 13.312 31.755 0.023 -0.034 0.209
O 12.355 13.946 24.599 0.189 0.12 -0.51
O 0.225 16.489 33.11 0.011 -0.576 -0.138
O 6.269 3.23 32.295 -0.015 0.045 -0.64
O 4.412 2.208 34.062 0.142 -0.442 0.301
O 1.844 6.14 32.501 -0.381 0.173 -0.331
O 2.623 3.953 30.802 0.021 0.078 -0.633
O 3.857 9.662 32.899 -0.051 -0.018 -0.224
O 4.464 7.204 29.594 -0.31 -0.259 -0.421
O 15.311 12.539 34.613 0.287 0.218 -0.146
O 0.319 10.315 33.934 0.326 0.181 -0.341
O 2.144 13.347 33.231 -0.195 0.138 -0.131
O 1.761 13.999 30.749 0.484 0.317 -0.167
O 7.241 15.204 34.297 0.099 -0.187 -0.555
O 6.019 0.661 33.06 0.182 -0.38 -0.641
O 9.353 2.593 31.946 -0.197 -0.081 -0.045
O 15.023 6.095 29.084 0.214 0.291 -0.17
O 4.611 7.377 34.284 0.22 -0.158 -0.339
O 6.22 5.596 33.492 0.206 -0.026 -0.544
O 7.934 8.081 33.373 -0.162 -0.046 -0.019
O 8.399 7.222 30.773 0.642 0.258 -0.083
O 3.288 11.89 31.463 0.251 0.256 -0.118
O 4.436 12.413 34.219 0.154 -0.062 -0.423
O 9.35 13.803 33.499 0.459 0.447 -0.338
O 6.5 10.674 33.692 0.156 -0.308 -0.115
O 9.562 1.965 34.63 -0.009 -0.131 -0.463
O 10.886 0.554 33.108 0.459 -0.329 -0.309
O 15.172 2.053 34.255 -0.045 -0.022 -0.122
O 13.485 3.846 33.139 -0.129 0.102 -0.422
O 9.923 7.133 34.525 -0.171 -0.145 -0.203
O 11.991 5.873 33.597 0.324 0.247 -0.267
O 0.22 7.714 33.489 -0.614 -0.51 -0.151
O 14.308 8.828 33.562 -0.066 -0.461 -0.457
O 12.267 9.954 34.449 0.097 -0.218 -0.445
O 10.239 11.381 33.532 -0.152 -0.418 -0.245
O 12.874 13.303 30.797 -0.272 0.34 -0.478
O 11.338 12.502 28.823 0.115 0.235 -0.252
O 2.601 2.838 20.736 -0.051 -0.083 0.557
O 0.373 4.159 21.464 0.109 0.156 0.131
O 5.85 2.162 22.926 0.204 -0.154 0.013
O 3.859 0.941 21.887 -0.013 -0.182 0.179
O 2.723 8.267 20.874 -0.013 -0.082 0.14
O 1.788 10.411 21.916 0.115 0.083 0.11
O 4.67 4.434 23.652 -0.318 -0.207 0.184
O 4.294 6.585 22.036 0.434 -0.107 0.449
O 0.529 12.506 22.768 0.447 0.553 -0.222
O 2.173 11.729 24.467 0.303 -0.026 -0.043
O 4.086 12.224 21.792 -0.427 -0.104 0.472
O 2.657 13.741 20.409 0.152 -0.109 0.179
O 8.54 3.746 21.506 0.518 0.071 0.043
O 7.346 4.021 23.815 0.137 0.394 0.507
O 9.814 1.245 21.631 -0.322 -0.129 0.147
O 11.277 15.983 20.397 -0.19 0.166 0.573
O 6.365 11.207 21.426 0.056 0.373 0.057
O 7.367 8.868 21.838 -0.412 -0.359 0.243
O 10.829 5.644 20.328 0.012 -0.195 0.16
O 9.509 7.626 21.269 -0.092 -0.127 0.331
O 6.535 15.418 21.479 -0.435 0.386 -0.097
O 5.243 15.961 23.672 -0.234 -0.306 0.403
O 8.333 13.68 20.629 -0.011 0.079 0.478
O 10.493 12.301 21.237 0.369 0.257 0.243
O 12.049 4.009 21.661 -0.42 0.4 0.383
O 13.465 2.086 20.743 -0.293 -0.154 -0.131
O 15.344 0.507 21.414 0.051 0.128 0.364
O 1.162 15.413 21.631 0.168 0.106 0.357
O 10.643 6.705 25.45 0.154 -0.146 0.479
O 12.024 10.151 21.56 0.266 -0.095 0.211
O 14.894 6.049 21.711 0.177 0.21 0.458
O 13.55 8.183 20.763 0.094 -0.024 0.221
O 13.232 13.923 20.401 -0.151 0.122 0.482
O 0.264 10.027 23.862 -0.361 -0.452 -0.239
O 14.637 12.115 21.524 0.074 -0.717 0.311
O 15.983 1.504 25.995 0.177 0.387 -0.325
O 14.58 12.3 24.096 -0.066 -0.19 -0.205
O 1.644 3.161 24.603 -0.195 -0.335 -0.374
O 0.251 14.11 28.58 -0.276 -0.252 0.051
O 16.105 4.971 23.829 -0.113 0.296 0.324
O 14.352 3.518 22.695 -0.038 -0.069 0.21
O 4.27 6.707 24.706 -0.105 0.388 0.004
O 2.322 5.437 23.319 -0.223 0.09 -0.458
O 11.962 8.699 24.244 0.102 0.348 -0.492
O 1.018 8.881 26.101 -0.097 -0.362 -0.108
O 14.469 15.588 25.124 -0.233 0.24 -0.426
O 0.155 16.489 23.795 0.272 0.297 0.207
O 3.852 1.801 24.515 0.065 0.033 0.143
O 2.179 15.669 28.209 0.112 -0.22 0.451
O 9.552 2.517 23.737 0.074 -0.084 0.374
O 9.082 15.382 26.07 0.266 0.09 0.209
O 9.711 5.032 23.718 0.341 0.518 -0.225
O 6.092 4.488 21.556 -0.549 0.409 -0.119
O 9.272 8.065 23.732 -0.378 -0.499 0.242
O 8.542 5.244 26.091 -0.027 0.141 -0.267
O 5.233 10.933 23.791 0.27 -0.487 0.181
O 5.952 5.378 26.374 -0.1 -0.482 -0.316
O 7.763 15.317 23.797 0.115 0.363 0.196
O 6.063 13.383 23.093 0.356 -0.07 0.517
O 14.026 13.181 26.411 -0.021 -0.186 0.728
O 13.643 1.816 26.692 -0.105 0.272 -0.442
O 6.783 1.265 27.393 0.034 0.184 -0.751
O 12.082 1.806 23.03 0.247 -0.064 0.314
O 12.502 6.822 28.878 -0.422 -0.635 -0.423
O 12.777 9.5 28.496 -0.207 0.538 -0.32
O 12.665 8.058 26.529 -0.057 -0.438 -0.319
O 9.541 10.163 22.275 -0.222 0.182 0.01
O 15.193 14.48 22.616 -0.571 0.123 -0.159
O 13.138 10.667 25.635 -0.24 0.399 0.15
O 0.389 16.11 30.414 -0.104 0.144 -0.349
O 15.376 3.874 27.347 -0.079 0.33 -0.352
O 1.391 5.543 25.745 -0.368 0.5 0.032
O 7.415 3.628 34.532 -0.095 0.065 0.246
O 3.08 3.738 26.608 0.163 -0.137 0.157
O 3.531 6.172 27.167 0.051 0.338 0.46
O 2.958 8.709 27.968 -0.227 -0.442 0.161
O 5.615 7.828 26.645 -0.105 -0.132 -0.044
O 0.417 15.37 26.233 -0.018 -0.144 0.142
O 15.642 10.973 26.116 0.214 0.1 0.494
O 3.648 9.592 25.564 -0.068 -0.578 -0.545
O 2.085 13.557 26.587 0.299 0.269 -0.035
O 2.566 1.286 26.606 -0.493 -0.448 -0.203
O 4.579 16.424 28.03 0.061 -0.377 -0.165
O 8.408 1.889 29.348 0.378 0.368 0.402
O 10.262 16.31 23.898 0.355 -0.368 0.123
O 7.133 3.806 27.968 -0.299 0.129 0.563
O 9.043 2.524 26.873 -0.16 0.075 -0.617
O 9.954 9.278 25.836 -0.152 0.377 -0.31
O 7.902 8.917 27.525 0.005 -0.206 0.452
O 7.76 6.249 28.327 -0.035 0.454 -0.1
O 10.901 4.123 25.998 0.375 0.183 -0.137
O 9.058 15.747 28.67 0.605 -0.147 0.122
O 10.909 12.43 26.188 0.194 -0.234 0.047
O 9.784 13.732 24.156 -0.471 -0.232 -0.315
O 10.45 8.285 28.142 -0.228 -0.436 0.528
O 6.714 16.284 29.698 -0.323 -0.292 0.597
O 12.405 0.725 28.667 0.175 -0.693 0.489
O 15.899 3.846 29.913 0.504 0.09 0.471
O 11.199 3.02 28.43 0.054 0.454 0.159
O 13.858 8.281 30.467 0.322 -0.078 0.202
O 11.298 11.677 23.642 0.038 0.003 0.193
O 15.99 9.472 31.638 0.395 -0.443 -0.293
O 12.578 15.472 26.729 -0.396 -0.307 0.415
O 10.428 12.579 31.266 -0.171 0.27 -0.303
O 15.376 14.01 30.96 0.109 0.168 -0.123
O 14.634 11.786 32.076 -0.062 -0.412 0.601
O 1.206 5.149 28.244 0.08 0.24 0.402
O 15.389 1.639 28.639 0.261 -0.726 -0.039
O 14.73 8.703 25.096 0.099 -0.369 -0.07
O 1.675 1.696 31.604 0.066 0.123 0.293
O 3.571 9.568 30.339 -0.282 -0.252 0.019
O 4.231 5.715 31.75 0.219 0.16 0.046
O 4.26 1.907 31.397 0.355 -0.354 -0.413
O 9.042 4.723 30.116 0.12 -0.293 -0.633
O 2.105 11.043 27.039 -0.07 0.159 0.506
O 0.752 11.764 31.253 0.142 -0.126 -0.333
O 8.535 4.876 32.562 0.095 0.562 -0.018
O 2.843 1.768 29.2 -0.252 0.389 -0.168
O 9.623 10.818 27.898 -0.471 -0.126 0.455
O 11.174 4.407 31.686 -0.06 -0.196 -0.495
O 4.224 12.133 25.916 0.589 0.607 0.002
O 6.447 5.526 30.422 -0.013 -0.369 0.112
O 13.414 2.875 29.9 -0.02 0.6 0.228
O 11.237 1.425 26.328 -0.479 -0.208 -0.383
O 7.995 12.147 32.118 -0.159 0.391 -0.44
O 5.609 11.024 31.318 0.157 0.132 -0.626
O 5.49 9.44 28.589 0.28 0.431 0.453
O 6.15 10.319 26.16 0.494 0.398 -0.102
O 6.852 14.964 27.461 -0.204 -0.576 -0.172
O 9.076 16.461 31.201 -0.142 -0.602 0.312
O 15.339 1.733 31.335 -0.585 0.06 0.168
O 11.335 1.574 30.774 0.178 -0.274 0.099
O 7.805 9.695 31.467 0.49 0.26 -0.343
O 5.98 7.785 31.625 -0.386 0.124 0.44
O 13.378 5.781 31.239 0.121 0.144 -0.216
O 2.787 4.018 33.386 -0.433 0.194 -0.005
O 8.991 13.319 27.732 -0.138 -0.081 0.136
O 14.845 10.684 29.764 0.171 0.151 -0.641
O 12.343 10.733 30.657 -0.215 -0.197 0.439
O 13.797 14.044 33.162 -0.257 0.578 -0.436
Si 0.039 0.076 5.208 -0.026 -0.019 -0.001
Si 2.733 2.703 5.311 -0.004 -0.036 0.001
Si 16.351 5.448 5.345 0.019 0.008 -0.026
Si 2.72 8.187 5.315 -0.016 0.004 0.012
Si 16.325 10.92 5.217 -0.03 -0.002 -0.03
Si 2.742 13.667 5.215 0.012 0.009 -0.011
Si 5.426 16.364 5.256 0.016 0.04 0
Si 8.205 2.757 5.34 0.023 -0.009 0.025
Si 5.416 5.48 5.269 -0.005 0.009 -0.021
Si 8.149 8.24 5.352 -0.001 0.014 0.007
Si 5.44 10.964 5.317 -0.012 0.015 0.008
Si 8.162 13.601 5.318 -0.012 -0.027 0.016
Si 10.932 0.05 5.314 0.008 -0.021 0.006
Si 13.686 2.757 5.297 0.009 -0.011 -0.007
Si 10.94 5.49 5.342 -0.029 -0.02 0.007
Si 13.605 8.24 5.343 -0.028 0.02 -0.019
Si 10.84 10.989 5.379 -0.004 -0.003 0.012
Si 13.642 13.73 5.294 -0.005 0.003 0.011
Si 1.359 1.386 6.663 -0.007 0.014 -0.002
Si 4.091 4.106 6.645 -0.001 -0.009 -0.003
Si 1.384 6.825 6.684 0.011 -0.006 0.012
Si 4.077 9.579 6.651 0.01 0.016 0.015
Si 1.38 12.289 6.582 0.01 -0.004 -0.012
Si 4.082 15.005 6.631 -0.006 -0.006 -0.011
Si 6.804 1.387 6.644 0.004 0.016 0.007
Si 9.556 4.136 6.687 -0.002 0.001 -0.003
Si 6.776 6.844 6.656 0.01 0.011 -0.015
Si 9.5 9.598 6.719 -0.011 0.022 0.008
Si 6.815 12.272 6.704 0.026 -0.015 0.003
Si 9.537 15.002 6.647 -0.005 0.02 -0.013
Si 12.296 1.414 6.662 -0.002 0.009 -0.005
Si 14.996 4.107 6.704 0.004 -0.01 0.007
Si 12.268 6.863 6.706 0.007 -0.023 -0.01
Si 14.984 9.606 6.656 0.016 0.002 -0.002
Si 12.269 12.347 6.661 0.001 -0.005 -0.012
Si 15.015 15.061 6.639 0.004 0.005 -0.009
Si 16.357 2.756 8.052 -0.007 0.003 0.014
Si 2.73 16.353 8.013 -0.007 -0.004 -0.002
Si 16.341 8.219 8.011 -0.001 -0.001 -0.005
Si 2.749 5.47 8.033 -0.012 0.005 0.005
Si 16.355 13.653 7.977 -0.031 0.014 -0.009
Si 2.72 10.946 7.995 0.009 0 -0.002
Si 5.46 2.765 8.01 0.017 -0.01 -0.009
Si 8.173 16.362 8.008 -0.012 -0.011 -0.004
Si 5.436 8.214 8.023 0.002 -0.009 -0.001
Si 8.162 5.497 8.018 0.02 -0.011 -0.005
Si 5.443 13.66 8.016 0.017 -0.004 -0.002
Si 8.149 10.927 8.087 -0.015 -0.012 0.015
Si 10.92 2.768 8.028 -0.002 0.001 -0.004
Si 13.652 16.388 8.033 0.014 0.007 -0.001
Si 10.887 8.224 8.043 -0.009 0.01 -0.014
Si 13.628 5.486 8.044 0.002 -0.001 -0.006
Si 10.897 13.668 8.037 -0.001 -0.006 -0.013
Si 13.621 10.962 8.013 -0.007 0.006 0.001
Si 1.393 4.127 9.403 -0.007 -0.023 0.005
Si 4.091 1.411 9.369 -0.004 0.004 -0.001
Si 1.386 9.572 9.371 -0.011 0.002 0
Si 4.095 6.847 9.392 0.015 0.004 -0.004
Si 1.38 14.998 9.376 0.023 -0.019 -0.002
Si 4.084 12.29 9.371 -0.004 0.006 0.001
Si 6.807 4.132 9.381 -0.009 -0.002 0.007
Si 9.53 1.416 9.369 0.011 -0.007 -0.007
Si 6.788 9.553 9.415 0.025 0.013 0.011
Si 9.518 6.856 9.388 -0.006 0.016 0.001
Si 6.81 15.015 9.376 0.017 0.01 -0.001
Si 9.534 12.299 9.402 -0.009 -0.013 0.001
Si 12.265 4.131 9.401 -0.016 0 0
Si 14.995 1.416 9.417 -0.009 0.005 0.011
Si 12.266 9.589 9.378 0.01 0.001 -0.005
Si 14.992 6.857 9.384 -0.012 -0.01 -0.001
Si 12.272 15.027 9.381 -0.006 0.008 -0.008
Si 14.998 12.305 9.366 -0.007 -0.002 0

Results
total energy: -115452.479 eV
total energy less fixed offsets of O -438.35, Si -107.03 eV per atom: 13.861 eV
